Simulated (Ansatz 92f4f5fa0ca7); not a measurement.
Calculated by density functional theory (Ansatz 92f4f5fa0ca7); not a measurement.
Periodic cell of 437 atoms, Si288O149, from a study of silicon, its oxide and their interface. The atomic structure is a simulated model.
Doubt: the cutoff is far below the 930 eV that the study's wrapper takes by default for these files, so forces and energies are approximate.
This geometry differs little from another in the collection (a relaxation step or a small displacement).

Settings: functional PBE; potential files Ansatz PAW; basis plane waves; wave-function cutoff 580 eV; density cutoff ratio 5; exchange-correlation grid ratio 1; k mesh 1 x 1 x 1, Gamma-centred; self-consistency stop 5e-08 eV per atom in the density residual; occupations fixed; spin none; net charge 0.

Cell vectors (angstrom)
a	15.4687	0	0
b	0	15.4687	0
c	-5.0566	-0.9766	32.7606

Atoms and the computed forces on them: element, x, y, z (angstrom), force x, y, z (eV/angstrom)
Si	-5.1205	-0.6833	22.6061	-0.0046	0.0118	0.0033
Si	-5.0534	2.4654	22.6048	0.0008	-0.0008	-0.0005
Si	-4.8763	7.0257	22.4955	0.0049	-0.0003	-0.0186
Si	-5.0965	-5.2667	22.4725	-0.0072	-0.0016	-0.0089
Si	-1.1587	-0.85	22.6117	0.0076	0.0045	0.019
Si	-1.0804	2.3333	22.5727	0.0006	-0.0024	-0.0029
Si	-1.192	7.5355	22.6736	0.0027	-0.0132	0.0056
Si	-1.2179	-5.4469	22.7351	0.0116	0.0188	-0.0123
Si	2.4884	-1.7023	22.3715	0.006	0.0038	-0.0111
Si	2.7068	3.3949	22.6649	0.0035	0.0057	-0.0053
Si	2.7309	6.5562	22.6863	0.0115	-0.0124	-0.012
Si	2.5822	-4.2384	22.575	-0.0062	-0.0024	-0.0098
Si	-8.9861	-1.634	22.471	0.0005	0.0155	-0.0117
Si	-8.9409	3.2898	22.553	-0.0057	0.0018	-0.005
Si	-8.9487	6.4558	22.5603	-0.0049	-0.0033	-0.0036
Si	-8.9186	-4.1026	22.5692	0.0044	-0.0011	-0.0049
Si	-3.152	-1.0102	23.8821	0.0043	0.0141	0.0055
Si	-3.0623	2.7889	23.8332	0.0037	-0.017	0.0092
Si	-3.0515	6.8343	23.9434	0.0022	-0.0003	0.016
Si	-3.1898	-4.9344	23.902	-0.0119	-0.0017	0.02
Si	0.7788	-1.0601	23.9084	-0.0107	0.0012	-0.0017
Si	0.775	2.8748	23.9214	-0.0021	-0.0036	0.0056
Si	0.7228	6.8298	23.8972	-0.0129	-0.0016	0.0125
Si	0.7278	-4.8365	23.9452	-0.0001	-0.0068	0.0096
Si	4.4943	-1.0535	23.6411	-0.0017	-0.0033	0.0033
Si	4.6361	2.9817	23.9278	0.0026	0.0167	0.0078
Si	4.6605	6.7517	23.9866	0.0032	-0.0134	0.0102
Si	4.5832	-4.7276	23.7826	0.0037	-0.0026	0.0133
Si	-7.1004	-1.0025	23.8347	0.0066	0.0054	-0.0005
Si	-7.0056	2.8645	23.8624	0.0004	0	0.0001
Si	-6.9164	6.7335	23.7503	-0.0057	-0.0016	0.0078
Si	-7.0221	-4.8396	23.8223	0.0041	-0.0142	0.0012
Si	-3.1088	0.9126	25.2797	-0.0058	-0.0001	-0.0232
Si	-3.0788	4.7871	25.1651	-0.0022	0.0084	0.0013
Si	-3.156	8.6931	25.3705	-0.0055	-0.0053	-0.0161
Si	-3.1611	-2.9537	25.2174	0.0012	-0.0004	-0.0058
Si	0.8271	0.9179	25.2489	-0.0073	-0.004	-0.0108
Si	0.6813	4.8473	25.2407	0.0101	0.0077	-0.0077
Si	0.8115	8.7086	25.3129	-0.0149	0.0042	-0.0141
Si	0.6831	-2.9298	25.3226	0.0081	0.0015	-0.0084
Si	4.5831	0.9142	25.0927	-0.0008	-0.0097	0.004
Si	4.6413	4.8451	25.369	-0.0043	0.002	-0.0244
Si	4.6252	8.7732	25.1833	-0.0036	0.0045	-0.0016
Si	4.5696	-2.859	25.2247	0	0.0074	-0.0029
Si	-7.0747	0.9313	25.2236	0.0106	-0.0091	-0.0088
Si	-6.9436	4.8275	25.199	-0.0029	0.0022	-0.0056
Si	-7.0228	8.6652	25.1716	0.0149	0.0058	-0.0073
Si	-6.9571	-2.921	25.2263	-0.0046	0.0088	0.0017
Si	-5.0918	0.94	26.5826	-0.012	0.0004	0.0042
Si	-5.0184	4.8129	26.5632	0.0068	-0.0008	0.0008
Si	-5.1228	8.684	26.6308	-0.0126	0.0004	0.0005
Si	-5.0613	-2.9121	26.6195	-0.0007	-0.0011	0.0045
Si	-1.1512	0.9347	26.6002	0.0125	-0.0009	0.0042
Si	-1.2122	4.8177	26.6212	-0.0014	-0.0001	0.0034
Si	-1.1681	8.7077	26.6417	0.0169	-0.0005	0.0067
Si	-1.2501	-2.9172	26.6343	-0.0048	-0.0008	0.0068
Si	2.7321	0.9383	26.5968	0.0091	0.0054	0.007
Si	2.6445	4.8308	26.6183	-0.0093	-0.001	0.0069
Si	2.737	8.7083	26.6327	0.0144	0.0038	0.0088
Si	2.6622	-2.9101	26.6259	-0.0065	-0.0037	0.0041
Si	-8.989	0.9341	26.5695	-0.0103	0.0047	0.0064
Si	-8.8614	4.831	26.6365	0.0092	0.0003	0.0085
Si	-8.9268	8.7035	26.5748	-0.0071	0.001	0.0078
Si	-8.929	-2.9008	26.5701	0.0011	-0.0038	0.0042
Si	-5.0592	-0.9746	27.975	0.0003	0.0006	-0.0002
Si	-5.0586	2.883	27.9532	0.0009	-0.0013	0.0003
Si	-5.0614	6.7371	27.9675	0.001	0.0015	0.0008
Si	-5.0679	-4.8458	27.9817	0.0023	-0.0016	0.0002
Si	-1.194	-0.9793	27.983	0.001	0.0002	0.0024
Si	-1.1852	2.8747	27.9717	-0.0003	-0.0022	0.0029
Si	-1.1927	6.758	27.981	-0.0021	0.002	0.0002
Si	-1.192	-4.8397	27.9978	-0.0002	0.0001	0.0024
Si	2.6837	-0.977	27.9814	-0.0004	-0.0015	-0.0004
Si	2.6799	2.882	27.9676	-0.0028	-0.0011	-0.002
Si	2.6833	6.7629	27.9815	-0.0041	-0.0012	-0.0016
Si	2.6859	-4.8366	27.9904	0.0012	0.002	-0.0004
Si	-8.9285	-0.981	27.9623	0.0012	-0.0011	0.0004
Si	-8.9267	2.8724	27.9636	0.0018	-0.0047	0.0011
Si	-8.9203	6.7764	27.9725	0.0015	-0.0009	0.0004
Si	-8.9231	-4.8349	27.9551	0.0028	0.0015	-0.0004
Si	1.9336	0	2.0503	-0.0646	0.0062	0.0941
Si	1.9336	3.8672	2.0503	0.0424	-0.0632	-0.0046
Si	1.9336	7.7343	2.0503	0.0905	-0.1612	-0.1357
Si	1.9336	-3.8672	2.0503	-0.0093	0.2249	-0.1418
Si	5.8008	0	2.0503	0.023	-0.2774	0.097
Si	5.8008	3.8672	2.0503	-0.0584	0.1965	-0.0498
Si	5.8008	7.7343	2.0503	-0.0186	-0.2419	-0.2055
Si	5.8008	-3.8672	2.0503	0.0507	0.3714	-0.0086
Si	9.6679	0	2.0503	0.0714	-0.076	0.2277
Si	9.6679	3.8672	2.0503	-0.0044	-0.1133	-0.0889
Si	9.6679	7.7343	2.0503	0.0132	0.0173	-0.2125
Si	9.6679	-3.8672	2.0503	0.0106	0.2222	0.0331
Si	-1.9336	0	2.0503	-0.1771	-0.3117	0.2201
Si	-1.9336	3.8672	2.0503	0.0083	0.1062	-0.0006
Si	-1.9336	7.7343	2.0503	0.0513	-0.193	-0.1968
Si	-1.9336	-3.8672	2.0503	0.0251	0.3853	0.1261
Si	1.9456	1.9346	3.4283	0.0019	0.0009	0.0012
Si	1.9601	5.7913	3.4191	-0.0037	-0.0013	0.003
Si	1.9904	9.6727	3.3641	0.0091	-0.003	-0.0051
Si	1.8618	-1.9313	3.4336	-0.0046	0.0002	-0.0045
Si	5.7744	1.9334	3.3759	-0.0043	-0.0006	-0.0006
Si	5.771	5.8063	3.4385	-0.0016	0.0021	0.0026
Si	5.8501	9.6684	3.3476	-0.0011	-0.0019	-0.0041
Si	5.8163	-1.9335	3.4886	0.0015	-0.001	0.0036
Si	9.6398	1.934	3.4263	-0.0089	-0.0002	-0.0039
Si	9.6931	5.7996	3.3864	0.0041	0.0037	0.0001
Si	9.6512	9.6746	3.3835	-0.0053	-0.0056	-0.0023
Si	9.705	-1.9339	3.4706	0.005	-0.0011	-0.0011
Si	-1.9909	1.927	3.3878	0.0082	-0.0043	-0.0001
Si	-1.8861	5.8063	3.4312	0.0009	-0.0007	-0.0008
Si	-1.9047	9.6676	3.3562	0.0018	-0.0052	-0.0041
Si	-1.9632	-1.9338	3.5215	-0.0003	0.0023	-0.0002
Si	-0.0535	1.8966	4.6978	-0.0079	-0.0014	0.0002
Si	0.0657	5.7961	4.8152	0.0019	0.0093	0.004
Si	0.0524	9.6608	4.6613	-0.0077	0.0043	0.0062
Si	-0.0258	-1.9442	4.9301	0.0027	-0.0053	0.0039
Si	3.9097	1.9674	4.8027	0.0017	0.0001	-0.0113
Si	3.8368	5.776	4.8648	0.007	-0.003	-0.0029
Si	3.9551	9.6465	4.6754	-0.007	-0.0021	-0.0037
Si	3.7831	-1.9003	4.7742	0.0026	0.0003	-0.0002
Si	7.6615	1.9256	4.7453	0.003	0.0015	0.0101
Si	7.7555	5.8295	4.7144	-0.0091	-0.0076	0.0059
Si	7.7192	9.6836	4.7543	0.0029	0.0097	-0.0006
Si	7.812	-1.9488	4.8838	-0.0061	-0.0006	0.0039
Si	-3.9017	1.9363	4.8008	0.004	0.0001	0.0162
Si	-3.8414	5.7968	4.7487	-0.0039	0.0064	0.0073
Si	-3.8537	9.6943	4.6559	0.0042	0.009	0.0063
Si	-3.8927	-1.9348	4.9876	-0.0004	-0.0032	0.0029
Si	-0.0592	0.0867	6.2332	0.0032	0.0066	-0.0006
Si	0.0044	3.7928	6.0738	0.0064	-0.0018	-0.0027
Si	0.1739	7.7973	6.0924	0.0084	-0.0044	-0.0063
Si	-0.0255	-4.008	6.1837	0.0058	-0.0032	-0.0051
Si	3.7835	0.048	6.1659	0.0018	-0.0051	0.0022
Si	3.8623	3.832	6.2972	-0.0115	0.0057	-0.0009
Si	3.9	7.7932	6.1294	-0.0015	-0.0014	0.0075
Si	3.8611	-3.9109	6.012	0.0114	0.009	-0.0018
Si	7.6937	0.0554	6.2021	-0.0053	0.0049	-0.0052
Si	7.6544	3.8985	6.0327	-0.0001	0.0024	-0.001
Si	7.7835	7.7518	6.0882	-0.0027	-0.0092	-0.0032
Si	7.8208	-3.9529	6.2541	-0.0074	0.001	-0.0082
Si	-3.9419	0.0961	6.3339	0.0044	0.0128	-0.0087
Si	-3.872	3.9047	6.1433	-0.0046	-0.0115	-0.0029
Si	-3.8396	7.7831	5.9946	0.0031	-0.0111	-0.0074
Si	-3.8683	-4.0251	6.2542	-0.0018	-0.0034	-0.0067
Si	1.8804	0.7127	7.4395	-0.0028	0.0097	-0.0006
Si	1.8476	3.2234	7.4235	0.0097	-0.0101	-0.0017
Si	2.0584	8.3976	7.494	0.0042	-0.0038	-0.0017
Si	1.9902	-4.5858	7.2828	-0.0126	0.0082	0.0133
Si	5.7227	-0.3523	7.4572	0.0042	0.0054	-0.0003
Si	5.8765	4.2912	7.5568	0.0182	-0.0015	0.0167
Si	5.8519	7.4922	7.4345	-0.0017	-0.0101	0.0119
Si	5.761	-3.5581	7.366	-0.003	-0.0072	0.0035
Si	-5.936	0.6119	7.6028	-0.0014	0.0166	0.0149
Si	-5.9004	3.7704	7.3407	-0.0085	-0.0174	-0.0141
Si	-5.7383	8.1657	7.3415	-0.0008	0.0063	-0.0006
Si	-5.7447	-4.8081	7.5315	0.0033	0.0034	0.0165
Si	-1.9695	0.5041	7.6145	-0.008	-0.0024	0.0121
Si	-1.904	3.6612	7.4408	-0.0083	0.0046	0.0067
Si	-1.8435	8.2701	7.1497	-0.002	-0.0149	0.0179
Si	-1.9343	-4.7988	7.3974	-0.0008	0.016	0.0124
Si	-5.5185	6.4234	8.9795	0.0052	-0.0006	-0.0033
Si	-3.1231	-0.9766	29.3419	-0.0458	0.0846	0.032
Si	-3.1231	2.8905	29.3419	-0.0338	-0.0882	-0.1116
Si	-3.1231	6.7577	29.3419	-0.0756	0.0395	-0.0018
Si	-3.1231	-4.8438	29.3419	-0.1071	-0.0621	0.0806
Si	0.7441	-0.9766	29.3419	0.0158	-0.0202	0.0088
Si	0.7441	2.8905	29.3419	0.0381	-0.0648	-0.0305
Si	0.7441	6.7577	29.3419	0.01	0.0231	0.019
Si	0.7441	-4.8438	29.3419	0.0503	0.0552	0.1004
Si	-10.8574	-0.9766	29.3419	0.0637	-0.088	0.0295
Si	-10.8574	2.8905	29.3419	0.0156	0.0861	-0.0469
Si	-10.8574	6.7577	29.3419	0.0599	-0.0707	0.0313
Si	-10.8574	-4.8438	29.3419	0.1207	0.0313	0.0287
Si	-6.9902	-0.9766	29.3419	-0.0591	0.0189	-0.0485
Si	-6.9902	2.8905	29.3419	-0.0032	-0.1004	-0.1175
Si	-6.9902	6.7577	29.3419	0.0026	-0.0159	0.0082
Si	-6.9902	-4.8438	29.3419	-0.1015	0.0831	0.0191
Si	-3.1231	0.957	30.7091	-0.0285	-0.0351	0.0193
Si	-3.1231	4.8241	30.7091	0	0.0062	-0.0206
Si	-3.1231	-6.7774	30.7091	-0.0277	0.0363	0.0166
Si	-3.1231	-2.9102	30.7091	-0.0168	0.0053	0.0004
Si	0.7441	0.957	30.7091	-0.0344	-0.0197	0.005
Si	0.7441	4.8241	30.7091	0.0396	-0.0034	-0.0059
Si	0.7441	-6.7774	30.7091	-0.0301	0.0157	0.0095
Si	0.7441	-2.9102	30.7091	0.0349	0.0086	0.0151
Si	-10.8574	0.957	30.7091	0.0177	-0.0028	-0.0125
Si	-10.8574	4.8241	30.7091	0.024	-0.0068	0.005
Si	-10.8574	-6.7774	30.7091	0.0129	0.011	-0.0045
Si	-10.8574	-2.9102	30.7091	0.0364	0.0054	0.0215
Si	-6.9902	0.957	30.7091	0.0317	0.0081	-0.0039
Si	-6.9902	4.8241	30.7091	-0.0764	0.0128	-0.0079
Si	-6.9902	-6.7774	30.7091	0.0334	-0.0071	-0.0022
Si	-6.9902	-2.9102	30.7091	-0.0373	-0.0069	0.0153
Si	-5.0566	0.957	32.0764	-0.0275	0.0019	0.0008
Si	-5.0566	4.8241	32.0764	0.0022	-0.0028	-0.013
Si	-5.0566	-6.7774	32.0764	-0.0175	0.0106	0.0006
Si	-5.0566	-2.9102	32.0764	0.0285	-0.0067	-0.0065
Si	-1.1895	0.957	32.0764	0.0119	0.028	0.0173
Si	-1.1895	4.8241	32.0764	0.0103	-0.0049	-0.014
Si	-1.1895	-6.7774	32.0764	-0.011	-0.0215	0.0049
Si	-1.1895	-2.9102	32.0764	0.0164	0	-0.0271
Si	2.6777	0.957	32.0764	-0.0014	0.0054	0.0115
Si	2.6777	4.8241	32.0764	0.0243	0.0136	-0.0198
Si	2.6777	-6.7774	32.0764	-0.0017	-0.0115	0.0171
Si	2.6777	-2.9102	32.0764	-0.0003	-0.0232	-0.0199
Si	-8.9238	0.957	32.0764	0.0369	0.0158	0.007
Si	-8.9238	4.8241	32.0764	-0.0365	-0.0167	-0.0024
Si	-8.9238	-6.7774	32.0764	0.028	-0.0284	0.0015
Si	-8.9238	-2.9102	32.0764	-0.0352	0.0159	-0.0064
Si	0	0	0.683	0.0427	0.0189	0.0211
Si	0	3.8672	0.683	-0.0024	-0.0418	0.0042
Si	0	7.7343	0.683	-0.0309	-0.034	-0.0135
Si	0	-3.8672	0.683	0.0203	0.0739	-0.005
Si	3.8672	0	0.683	-0.0057	-0.163	0.0064
Si	3.8672	3.8672	0.683	0.0005	0.0015	-0.0138
Si	3.8672	7.7343	0.683	-0.0073	0.0005	-0.0309
Si	3.8672	-3.8672	0.683	-0.0262	0.1577	-0.008
Si	7.7343	0	0.683	0.0025	-0.0711	0.0143
Si	7.7343	3.8672	0.683	0.0128	0.0458	-0.0048
Si	7.7343	7.7343	0.683	-0.0031	-0.1317	-0.0216
Si	7.7343	-3.8672	0.683	-0.0014	0.1728	-0.0072
Si	-3.8672	0	0.683	0.0101	-0.0852	-0.003
Si	-3.8672	3.8672	0.683	-0.0124	0.0491	-0.0035
Si	-3.8672	7.7343	0.683	-0.0156	-0.0236	-0.0168
Si	-3.8672	-3.8672	0.683	-0.0165	0.0501	0.0022
Si	-6.1763	-3.3953	15.1309	0.0039	-0.0055	-0.0002
Si	1.9165	6.5935	16.4023	-0.0048	0.0016	0.0068
Si	-8.6609	-5.2746	14.7581	0.0031	-0.0049	-0.0054
Si	8.6977	2.5301	12.2114	0.003	-0.0004	-0.013
Si	3.8888	5.2867	11.0754	-0.0029	0.0025	-0.0054
Si	1.6545	4.3485	9.5179	0.0018	-0.0153	-0.007
Si	1.4101	-3.0772	9.998	-0.005	-0.0141	-0.0034
Si	5.0056	0.6002	10.3594	0.0056	-0.0059	-0.0081
Si	6.0781	-5.6788	9.6421	0.0088	0.0072	-0.0097
Si	-5.703	7.7252	11.6696	0.0021	0.003	-0.0089
Si	9.0797	-4.961	10.4934	-0.006	0.0015	-0.0081
Si	1.896	-5.6393	11.8248	0.0003	0.008	-0.0138
Si	4.7304	-4.8138	12.314	0.006	0.0043	-0.0106
Si	-3.3632	-2.9405	15.9868	0.0059	0.0011	0.005
Si	-2.2693	8.09	14.5655	-0.0052	-0.0001	0.0007
Si	-2.5865	-0.8692	10.4213	-0.0007	-0.0021	-0.0104
Si	-7.4879	7.3688	14.3565	-0.0005	-0.001	0.0005
Si	-8.3988	4.9656	17.9824	-0.001	0.0008	0.0139
Si	0.1158	0.2979	15.2638	-0.001	-0.0063	0.0002
Si	-3.6791	1.6663	14.5978	-0.0037	0.0017	-0.0019
Si	-6.8171	-2.7323	18.1666	0.0024	0.0031	0.0187
Si	-9.3851	4.997	15.2041	0.0036	0.0007	-0.0015
Si	-0.7551	-5.0362	13.0582	-0.0012	0.0018	-0.0089
Si	1.9941	0.0306	9.7005	0.0122	0.0001	-0.0058
Si	0.5287	2.1696	11.3614	0.0005	0.0019	-0.0057
Si	-10.8088	-0.0144	14.7725	0.0006	0.0049	-0.0047
Si	8.5985	-2.4101	12.3743	-0.0052	-0.009	-0.0258
Si	-2.3062	6.1735	9.3169	0.0053	0.0039	-0.0157
Si	-8.3367	1.9678	14.9023	0.0025	0.0033	-0.001
Si	-1.6108	-3.6821	10.3025	-0.0001	0.0066	-0.0074
Si	-5.6428	-0.0147	10.6096	-0.0027	0.0022	-0.0119
Si	-4.3402	4.2466	13.4941	-0.0005	0.0003	-0.0077
Si	-9.0061	-0.7304	19.2905	-0.0012	0.0021	0.0047
Si	-1.4878	3.3381	19.6927	0.0032	-0.0096	0.01
Si	-8.5878	-4.9885	19.4449	-0.0024	0.0018	0.005
Si	-5.7498	1.7779	16.4334	0.0009	-0.0028	0.0103
Si	-2.8463	6.3696	12.1929	-0.0021	-0.0013	-0.0116
Si	-0.507	8.2848	17.1409	-0.0042	-0.0018	0.0101
Si	0.9758	4.8207	18.7243	0.0027	0.0027	0.0174
Si	2.3635	1.9853	14.0149	0.0029	-0.0037	-0.0014
Si	1.7688	-0.4707	19.361	-0.004	-0.0005	0.0073
Si	2.2872	7.3665	9.6992	0.0035	0.0164	-0.0069
Si	-1.0067	0.4705	18.2788	-0.0022	-0.0014	0.0118
Si	3.1311	5.0561	14.0997	0.0035	-0.0045	0.0013
Si	-1.0818	-4.0559	17.5954	-0.0043	0.0011	0.0086
Si	5.4468	-1.8656	12.3829	0.0015	-0.0009	-0.0203
Si	-10.5564	-4.5532	17.1743	0.0022	-0.0007	0.0146
Si	-4.8575	6.707	15.4171	-0.0022	0.0019	0.0036
Si	-4.3969	4.5942	20.3934	-0.0059	-0.0101	0.0015
Si	-3.636	-0.0606	17.0217	-0.0008	0.0056	0.0088
Si	-4.7236	-2.9322	20.3829	-0.0027	0.0066	0.0061
Si	-5.4456	4.7092	17.4782	0.0034	-0.0008	0.0101
Si	-1.5547	-3.2384	20.5058	-0.0014	0.0101	0.0008
Si	-0.5309	-2.6811	15.0516	-0.0039	0.0061	-0.003
Si	-1.6969	0.8486	12.6844	-0.0022	-0.005	-0.0086
Si	-0.1543	7.2439	19.9695	0.0049	-0.0089	-0.0037
Si	2.9206	2.4522	19.724	-0.0016	0.0061	0.015
Si	-9.3875	2.3661	19.5758	0.0043	0.0103	0.0129
Si	3.7821	8.2914	17.9779	-0.0011	-0.0022	0.0143
Si	3.9346	-1.5899	17.4743	-0.0027	0.0016	0.0134
Si	2.21	-6.6122	20.5838	-0.0015	-0.0123	0.0008
Si	-9.0175	7.5549	19.6065	-0.0013	-0.0068	0.0111
Si	6.2062	3.4316	10.6225	0.008	-0.0008	-0.0163
O	1.6205	2.0841	12.5715	-0.0038	0.0003	0.0004
O	0.1314	-0.3428	19.1503	0.0051	-0.0016	-0.0049
O	9.2487	-2.3436	13.8753	-0.0046	0.0006	-0.0017
O	2.1023	-3.6997	8.6748	0.0051	-0.0094	-0.0177
O	-4.5907	-3.8079	15.33	-0.0047	0.0019	0.0007
O	5.7117	0.4579	8.892	0.002	-0.0027	-0.0095
O	6.2058	3.5313	8.9865	-0.0069	0.0047	-0.0158
O	5.8202	5.9082	7.9242	0.0019	0.0159	-0.0023
O	3.0875	5.3621	12.4987	0.0025	-0.0013	-0.0014
O	5.5902	-4.403	8.7646	0.0024	0.0061	-0.0025
O	-9.0464	3.4282	14.9376	-0.0025	0.0011	0.0019
O	-0.3883	0.6041	16.7757	-0.0012	0.0008	0.0009
O	9.5782	2.2357	7.996	0.0069	-0.012	0.0013
O	-2.0299	-4.6401	9.0579	-0.0019	-0.0065	-0.0093
O	9.3476	4.9739	8.4717	0.0022	0.0014	0.0089
O	3.7054	1.0557	13.98	0.0033	-0.0014	0.0038
O	5.375	-0.7025	11.2537	-0.003	0.0055	0.01
O	9.2638	6.7695	10.4318	-0.0044	-0.0055	0.0004
O	9.3292	-0.1566	9.0528	0.0002	0.0054	-0.0139
O	-1.9368	2.1143	8.0704	0.0011	-0.0153	-0.0008
O	-4.0252	-0.1466	10.5883	-0.0029	0.0005	0.0098
O	-4.0316	-1.5425	16.4912	-0.0058	-0.0022	-0.002
O	-1.8953	6.3457	10.8792	0.0033	0.0022	0.0045
O	7.6495	-5.5577	10.0069	-0.0033	0.0006	0.0064
O	-4.1707	7.3253	12.0658	-0.0039	0.0021	0.0115
O	-0.2088	-2.9516	9.8938	0.0032	0.0054	0.0096
O	-9.1584	7.4052	21.2264	-0.0005	-0.0052	0.0131
O	0.628	3.565	10.5281	-0.0012	0.0079	0.0089
O	-0.1829	-3.7201	13.8508	0.0015	-0.0012	0.0051
O	-5.2572	1.4112	14.9033	-0.0009	0.0026	0.0007
O	-1.0156	2.1077	11.8984	0.0051	0.001	0.0071
O	3.3906	0.6859	10.239	-0.0109	-0.0037	0.0069
O	5.824	-4.9171	13.5113	-0.0039	0.003	0.003
O	-5.3564	-2.6919	18.9004	0.0028	-0.0004	0.0005
O	8.6728	7.5762	12.8777	0.0036	0.0015	0.005
O	0.5935	8.5849	20.557	-0.0013	0.0057	-0.0047
O	-1.744	4.7806	8.66	0.0005	-0.004	0.0025
O	-8.7984	-4.6296	21.0073	-0.0029	-0.0034	0.0125
O	4.888	-1.3055	13.8058	0.0024	-0.0028	0.0036
O	-3.9222	6.1551	9.1732	-0.0084	0.0011	0.006
O	-4.4793	5.9957	21.2454	-0.0041	0.0188	0.0217
O	-1.9214	-0.3976	9.001	0.0039	0.0127	-0.0105
O	5.2199	-5.6726	11.0146	-0.0001	-0.0048	0.007
O	-8.5237	8.571	14.7312	-0.0009	0.0008	0.0026
O	-7.0121	4.9425	17.1368	-0.0008	0.0003	-0.0031
O	-1.503	7.8158	15.9614	0.0071	0.0014	0.0058
O	-0.1414	-3.2862	16.5139	0.0026	-0.0042	0.0049
O	-7.1443	-4.6473	14.6886	0.0021	0.0027	0.0017
O	2.1585	-1.0895	20.838	0.0009	-0.0105	0.0181
O	-8.9329	4.8739	22.0602	-0.0028	0.0027	0.0013
O	-0.8634	3.2162	21.1962	0.0018	-0.005	0.0087
O	3.2869	-5.5119	12.6961	-0.0035	0.0007	0.0084
O	1.7359	-4.1374	11.1853	0.0014	0.0025	0.0063
O	8.952	-3.8081	11.6184	-0.0039	0.009	0.0133
O	6.9971	-2.2972	12.5413	0.0163	-0.001	0.0094
O	-9.9993	-4.622	18.7094	0.0047	-0.0007	-0.008
O	-1.0134	-1.9559	21.3744	-0.0023	0.0043	-0.0006
O	-5.0909	3.4086	21.2612	0	-0.0005	-0.0006
O	1.429	1.2378	15.1187	0.0012	0.0012	0.0007
O	-0.548	4.2582	18.746	-0.0012	-0.0014	-0.0097
O	4.0893	-3.1543	16.9842	0	0.0011	-0.005
O	2.0817	3.6974	19.1018	0.0013	-0.0033	-0.0093
O	0.9884	6.0699	19.7981	-0.0017	0.0016	-0.0053
O	5.8428	8.4154	8.805	0.0011	-0.0147	-0.01
O	-3.3037	4.8159	12.3807	0.0005	-0.0025	0.0107
O	-10.3797	-1.2615	18.5855	0.0037	0.0022	-0.0036
O	-7.7233	-1.4412	18.5769	-0.0011	0.0002	-0.0059
O	2.4698	-1.3917	18.1939	0.0006	0.0027	-0.0045
O	3.7137	6.7419	10.3103	-0.006	0.0101	0.0045
O	3.1753	4.1602	10.1232	-0.0061	-0.004	0.0042
O	-5.0709	0.6537	17.4449	-0.0022	-0.0001	-0.0054
O	-6.7067	-2.7528	16.5397	-0.0015	0.0014	-0.0031
O	-0.8045	-3.4041	19.0634	0.0005	-0.0007	-0.0028
O	-1.9565	6.9372	13.4458	0.0013	-0.0023	0.0017
O	-8.1494	-6.5607	19.3046	0.0007	-0.0025	-0.0104
O	0.9751	7.9225	16.5567	-0.0006	0.0003	-0.0021
O	7.875	1.8403	13.4497	0.0022	0.0018	0.0029
O	-5.1128	3.2068	16.9294	0.0019	0.0031	-0.0049
O	4.0479	-0.5835	16.1828	0.0006	-0.0051	0.0025
O	4.4872	2.6039	19.3152	-0.0026	-0.0046	-0.0095
O	2.9231	7.6891	21.4863	0.0017	-0.0099	0.0038
O	4.0248	-5.9086	16.9726	-0.0009	0	-0.0027
O	0.7748	0.8545	10.421	0.0001	-0.0073	0.003
O	2.648	-6.6921	19.0321	-0.0042	0.0037	0.0061
O	-1.2969	-4.65	21.2746	-0.0017	-0.0193	0.015
O	-10.4393	7.7719	18.8683	0.0053	0.0006	-0.007
O	5.5195	1.9956	11.0333	-0.0018	-0.0008	0.0112
O	-2.9602	0.9222	15.8707	0.0047	-0.0042	0.0041
O	-5.1772	-1.6548	21.2834	0.0058	0.0043	0.0059
O	-5.1955	-4.3277	21.1068	0.0013	-0.0124	0.0055
O	-5.0868	0.8912	22.0747	0.0013	-0.0153	0.0012
O	-9.5133	5.2364	16.8235	0.0001	-0.0001	-0.0008
O	-5.0139	8.6086	21.9597	0.0006	0.0068	-0.0007
O	-9.4041	0.7551	15.0666	-0.0006	-0.005	0.0012
O	-2.4687	-0.2933	18.156	0.0055	0	-0.0054
O	-7.3625	1.8206	16.2342	-0.0021	-0.0004	-0.0016
O	-5.5815	3.4861	12.781	-0.0016	-0.0021	0.0094
O	-1.12	0.7354	22.0782	-0.004	0.0057	-0.001
O	0.3424	-1.3035	14.9654	0.0006	0.0022	0.0023
O	4.594	-3.2084	11.9674	0.0009	0.0008	0.0145
O	3.3381	7.019	17.0713	0.0044	0.0029	-0.0019
O	-0.8992	0.7185	14.0791	-0.0013	-0.0009	0.0016
O	2.5275	-5.1163	21.1485	0.0018	0.0212	0.0079
O	-1.455	1.8754	18.9779	0	0.0049	-0.0092
O	2.7469	2.42	21.34	-0.0005	0.0044	0.0088
O	-8.9119	0.888	19.0685	-0.0004	-0.0069	-0.0073
O	2.6943	4.9786	22.1335	0.0007	0.0009	0.0054
O	5.4185	4.7391	11.2534	0.0031	-0.0037	0.0117
O	-2.7271	-2.4969	10.4595	-0.0001	-0.001	0.0111
O	5.7555	-1.9685	7.822	-0.003	-0.0021	0.0063
O	-9.0298	2.4007	21.1699	0.0016	0.0019	0.0106
O	1.3193	5.9932	9.5723	-0.009	-0.0025	0.0102
O	2.3627	1.0374	19.1681	0.0016	-0.0003	-0.0086
O	-6.3219	7.4061	15.4974	-0.0009	-0.0009	-0.0024
O	9.1712	-1.2023	11.479	-0.0009	0	0.0129
O	-5.5707	9.2733	11.1657	-0.0019	0.006	0.0097
O	9.3735	1.3974	11.2614	0.0013	-0.0063	0.0096
O	-1.2734	6.9007	21.11	-0.0013	0.0039	0.0012
O	2.718	3.514	14.4597	0	0.009	0.0039
O	-1.6576	-0.4544	11.7074	0.0001	0.0018	0.0085
O	-2.6587	-3.8498	17.1594	0.0004	-0.0009	-0.0015
O	-3.2492	1.0787	13.1422	0.0023	-0.0028	0.0046
O	-8.3324	6.1982	19.0426	0.0007	0.0024	-0.0075
O	-9.01	-1.1105	20.8836	0.0006	-0.0061	0.0216
O	-0.8534	7.4675	18.5159	0.0032	-0.0004	-0.0011
O	-8.61	3.55	18.7679	-0.0021	-0.0045	-0.0051
O	1.9734	-1.5527	10.1698	0.0017	0.0078	0.0123
O	-5.6492	-4.3718	9.1492	0.0002	0.0007	-0.0071
O	-3.123	-2.9812	20.2216	-0.0015	-0.002	-0.0045
O	-0.6675	-5.6209	17.5307	-0.0002	-0.0019	-0.0031
O	-9.329	-4.6551	16.1071	-0.0029	0.0031	0.0007
O	-1.7158	7.5168	8.6253	-0.0028	0.0023	-0.0129
O	-4.9371	5.5327	14.2853	0.0009	-0.0008	0.0029
O	-2.1657	-2.4785	14.9558	-0.0005	-0.0024	0.002
O	1.2725	5.3362	17.2149	-0.0026	-0.0045	0.0008
O	2.1229	6.1011	14.8608	0.0004	-0.0007	0.005
O	-10.8296	5.3506	14.5877	-0.003	0.0002	0.0038
O	-5.3003	4.8177	19.0779	0.0057	0.0002	-0.0018
O	-3.4724	3.2876	14.5061	-0.0001	0.0033	0.0022
O	-2.9334	4.0765	19.8675	-0.0048	0.0025	-0.0056
O	-1.8279	9.5586	13.9574	0.0007	0.0023	0.0032
O	-8.2958	5.9542	14.4455	0.0019	0.0007	0.0041
O	1.8964	8.6016	10.7273	0.0016	-0.0126	0.0026
O	0.5777	9.5317	12.7493	0.0027	0.0009	0.0048
O	-4.5333	5.9004	16.8093	-0.0021	-0.003	-0.0049
O	7.7	3.4364	11.2794	-0.0071	0.0011	0.0107
O	-1.4932	-4.5646	11.672	-0.0005	-0.0042	0.0085
O	-3.8391	7.9176	15.0132	0.0015	-0.0001	-0.0015
O	-7.4411	-4.128	18.7104	-0.0031	-0.0026	-0.0065

Results
free energy: -267828.675 eV
free energy less fixed offsets of O -568.88, Si -635.61 eV per atom: -9.875 eV

The program warned: the cutoff lies below the one the program advises for these potential files; the exchange-correlation potential is rough where the density is thin.
